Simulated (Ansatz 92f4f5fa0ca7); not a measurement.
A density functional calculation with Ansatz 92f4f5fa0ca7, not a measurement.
Periodic cell of 247 atoms, Si165O82, from a study of silicon, its oxide and their interface. The atomic structure is a simulated model.
Doubt: the cutoff is far below the 930 eV that the study's wrapper takes by default for these files, so forces and energies are approximate.

Settings
functional: PBE
potential files: Ansatz PAW
basis: plane waves
wave-function cutoff: 580 eV
density cutoff ratio: 5
exchange-correlation grid ratio: 1
k mesh: 1 x 1 x 1, Gamma-centred
self-consistency stop: 5e-08 eV per atom in the density residual
occupations: fixed
spin: none
net charge: 0

Cell vectors (angstrom)
a	10.938	0	0
b	0	10.938	0
c	0	0	36.9222

Atoms and the computed forces on them: element, x, y, z (angstrom), force x, y, z (eV/angstrom)
Si	0	0	0.683	0.0004	-0.0252	-0.0248
Si	5.469	0	0.683	0.0407	-0.0201	-0.0025
Si	2.7345	2.7345	0.683	0.0017	-0.0017	0.0045
Si	8.2035	2.7345	0.683	0.0202	-0.0176	-0.0226
Si	0	5.469	0.683	0.0167	-0.0341	0.0039
Si	5.469	5.469	0.683	-0.0627	0.0301	-0.0077
Si	2.7345	8.2035	0.683	0.07	-0.1316	-0.0226
Si	8.2035	8.2035	0.683	-0.0053	-0.0013	0.0104
Si	1.3673	1.3673	2.0503	-0.0871	-0.0066	0.047
Si	6.8362	1.3673	2.0503	-0.0033	-0.0068	-0.1669
Si	4.1018	4.1018	2.0503	0.0211	0.0501	-0.0797
Si	9.5708	4.1018	2.0503	0.036	-0.0952	-0.1444
Si	1.3673	6.8362	2.0503	0.1716	0.0079	-0.1743
Si	6.8362	6.8362	2.0503	0.0994	-0.0667	0.0823
Si	4.1018	9.5708	2.0503	-0.0147	-0.0366	-0.032
Si	9.5708	9.5708	2.0503	0.0881	0.0144	-0.0355
Si	2.7345	0	34.8707	-0.0846	-0.0099	-0.0783
Si	8.2035	0	34.8707	-0.0394	-0.0176	0.1091
Si	0	2.7345	34.8707	0.0032	-0.0016	0.1133
Si	5.469	2.7345	34.8707	-0.0543	0.0838	-0.0688
Si	2.7345	5.469	34.8707	-0.0362	-0.0432	0.1222
Si	8.2035	5.469	34.8707	-0.1157	0.0271	-0.08
Si	0	8.2035	34.8707	-0.0304	0.0427	-0.0691
Si	5.469	8.2035	34.8707	-0.016	0.0173	0.0923
Si	4.1018	1.3673	36.2379	-0.0316	0.0177	-0.0073
Si	9.5708	1.3673	36.2379	-0.021	-0.01	-0.0003
Si	1.3673	4.1018	36.2379	-0.0047	0.0336	0.0139
Si	6.8362	4.1018	36.2379	-0.0007	0.0334	0.0197
Si	4.1018	6.8362	36.2379	0.0147	0.0621	-0.0244
Si	9.5708	6.8362	36.2379	0.0125	0.0166	-0.007
Si	1.3673	9.5708	36.2379	0.0039	0.04	0.0202
Si	6.8362	9.5708	36.2379	-0.0308	-0.0152	0.0039
Si	0.1963	-0.2427	26.7709	-0.055	-0.0905	-0.6258
Si	4.8299	0.6039	26.6674	0.047	-0.205	0.0591
Si	3.1219	2.2963	26.8757	-0.2772	0.2253	-0.0196
Si	7.8259	3.1688	26.5449	-0.0995	-0.1187	-0.543
Si	-0.593	5.9675	26.8423	0.2376	-0.3975	-0.1924
Si	5.6042	5.3732	26.7583	-0.0086	0.0748	-0.3958
Si	2.3605	8.452	26.7661	-0.0371	0.1395	-0.5584
Si	8.6676	7.6989	26.8286	-0.1176	0.148	-0.0675
Si	1.3494	1.367	28.082	-0.0662	-0.1793	0.0322
Si	6.7133	1.4643	27.8658	0.0497	0.0586	0.0373
Si	4.046	4.1163	28.046	0.1589	0.0233	-0.0067
Si	9.4515	4.1653	28.0195	-0.1715	-0.0963	-0.0301
Si	1.2279	6.8548	28.0689	-0.0089	0.1099	-0.0179
Si	6.8457	6.8484	28.0779	0.1371	0.0075	0.091
Si	4.0164	9.6647	27.9424	0.0329	0.1242	0.076
Si	9.5588	9.5179	28.0643	-0.0212	-0.0663	0.0839
Si	2.6866	-0.004	29.4615	-0.0018	-0.112	0.1132
Si	8.1103	0.0332	29.2763	-0.0579	0.0384	-0.2065
Si	-0.0743	2.7617	29.3439	0.0038	0.077	-0.0966
Si	5.4559	2.7789	29.4217	0.0569	0.031	0.022
Si	2.6539	5.4791	29.3721	0.0013	0.0418	-0.0933
Si	8.1419	5.4621	29.4922	-0.0918	0.0287	0.1288
Si	-0.0411	8.2168	29.5126	-0.0094	0.076	0.1272
Si	5.443	8.2958	29.318	-0.0977	-0.0315	-0.1056
Si	4.0846	1.3851	30.7801	-0.0155	-0.0036	-0.0807
Si	9.5057	1.3694	30.6914	0.0056	0.0037	0.0502
Si	1.3079	4.1036	30.7477	-0.0107	0.0202	0.0722
Si	6.7947	4.1028	30.8426	-0.0238	-0.0059	-0.031
Si	4.071	6.8733	30.6906	-0.0043	0.0111	0.04
Si	9.5284	6.8304	30.8356	0.0001	0.033	-0.0517
Si	1.3448	9.576	30.8452	0.0219	-0.0162	-0.0144
Si	6.7988	9.6221	30.7357	0.0076	-0.0207	-0.0164
Si	-0.0534	0.0329	32.1308	0.0283	-0.0431	-0.0703
Si	5.4482	0.0163	32.1444	-0.0232	0.0357	-0.0482
Si	2.6998	2.7507	32.1267	0.0266	-0.0304	-0.0399
Si	8.1919	2.7192	32.1447	-0.0403	0.0394	-0.054
Si	-0.0185	5.4631	32.1619	-0.0267	0.0319	-0.0324
Si	5.4158	5.5087	32.1301	0.0301	-0.0413	-0.0341
Si	2.7368	8.1953	32.1494	-0.0418	0.0304	-0.0407
Si	8.1557	8.2372	32.1345	0.0349	-0.0481	-0.0209
Si	1.3502	1.3694	33.4985	-0.0039	0.0303	-0.0132
Si	6.8307	1.36	33.5107	0.0027	-0.0298	0.0168
Si	4.0831	4.1066	33.4979	-0.0403	0.0263	-0.0152
Si	9.5606	4.0862	33.5116	0.0401	-0.0076	0.0022
Si	1.3665	6.8286	33.5099	0.0199	-0.0301	-0.0003
Si	6.8169	6.8422	33.5004	-0.0005	0.045	-0.0069
Si	4.1015	9.5676	33.5071	0.0269	-0.0065	0.0094
Si	9.5539	9.5749	33.502	-0.0225	-0.0086	-0.0093
Si	2.7258	-0.0114	3.4097	0.0376	0.0211	0.028
Si	8.2263	0.0266	3.4022	-0.0691	-0.0182	0.0104
Si	-0.0051	2.737	3.4302	0.008	0.0067	0.0149
Si	5.4726	2.7353	3.3965	-0.0255	0.0337	0.0094
Si	2.7258	5.454	3.4195	-0.0073	0.0373	0.0083
Si	8.2191	5.4463	3.4121	0.075	-0.0383	-0.0091
Si	0.0246	8.2023	3.3949	0.0519	-0.0531	-0.0157
Si	5.4918	8.2204	3.4167	-0.0068	-0.0351	0.0246
Si	4.0859	1.3849	4.7412	-0.0364	-0.0224	-0.0164
Si	9.561	1.3806	4.8182	0.0783	-0.0397	0.0111
Si	1.3682	4.0819	4.8132	0.0315	-0.0143	0.0511
Si	6.8914	4.0274	4.7741	-0.0988	0.0273	0.0797
Si	4.1321	6.8113	4.7499	-0.0265	0.013	0.0819
Si	9.679	6.7574	4.7302	-0.087	0.0747	-0.0179
Si	1.363	9.5632	4.7895	-0.0219	-0.0936	0.0785
Si	6.889	9.5953	4.7617	0.1448	0.091	0.0036
Si	-0.0242	-0.0047	6.1629	-0.0845	-0.0288	0.0892
Si	5.5206	0.0942	6.0709	-0.0853	-0.1629	-0.0181
Si	2.7053	2.6798	6.1664	0.0377	-0.0038	0.0287
Si	8.2051	2.6883	6.2725	-0.0952	0.0206	0.1156
Si	0.0187	5.41	6.2372	0.0202	0.0325	0.0439
Si	5.5216	5.4111	6.0711	0.0897	-0.1345	0.0168
Si	2.7488	8.1605	6.1196	-0.0506	0.0245	0.0855
Si	8.3655	8.1957	5.9902	0.0972	-0.3212	-0.107
Si	1.3272	1.3141	7.5814	-0.284	0.127	0.067
Si	6.8166	1.2796	7.6792	0.0752	-0.1418	0.0922
Si	4.2072	3.9874	7.4374	-0.2722	0.0016	0.0818
Si	9.5295	4.1001	7.6687	0.0362	0.0077	-0.0058
Si	1.4591	6.7712	7.5751	0.068	0.0021	0.0507
Si	7.0017	6.816	7.2552	0.0428	0.1092	-0.2009
Si	4.1667	9.6177	7.3243	0.0713	0.1087	-0.0376
Si	9.6301	9.4631	7.5209	-0.106	0.0913	0.0673
Si	3.6035	1.7825	10.2084	-0.0681	-0.396	0.3304
Si	7.6387	-0.7766	8.7232	0.1088	0.0176	0.1237
Si	-0.1523	2.6261	9.0634	-0.1129	-0.175	0.0873
Si	5.4774	2.7388	9.0541	0.1917	0.31	-0.0079
Si	3.0164	5.4622	8.8214	-0.0146	-0.0307	0.1089
Si	8.2597	5.7047	8.9212	-0.1276	-0.0091	-0.0756
Si	0.2641	8.2547	8.9871	0.3184	0.0164	-0.0066
Si	5.8549	8.4444	8.4178	0.0023	-0.0136	0.0659
Si	2.8955	0.0278	8.7793	-0.0292	-0.1108	-0.322
Si	10.0378	1.0572	11.6195	-0.0167	-0.1145	0.0363
Si	2.2672	3.765	10.4456	0.1473	0.7406	0.16
Si	6.3686	4.7732	10.0149	-0.0367	0.1951	0.0717
Si	4.8586	6.6717	9.714	-0.0812	0.1762	0.2381
Si	9.4915	7.3434	10.257	0.1304	-0.2884	0.1392
Si	2.0571	9.3923	10.2961	-0.0325	-0.4697	-0.046
Si	8.4022	9.3894	10.8225	-0.4182	0.5749	-0.381
O	-3.9249	8.4718	14.2719	-0.1423	0.0974	-0.1163
O	4.7504	8.3982	12.5765	-0.3313	0.1519	-0.1102
O	9.9263	6.599	11.6891	-0.1754	0.1486	-0.2195
O	2.2201	10.2544	13.4822	0.177	0.0696	0.0573
O	2.3463	4.1373	12.0706	0.061	-0.2336	-0.115
O	-1.6336	-0.4114	11.6262	0.0666	-0.1309	0.1445
O	14.0319	5.3666	14.3982	-0.1023	-0.0711	-0.1867
O	7.1113	-2.0115	11.7233	0.169	-0.1046	0.0882
O	6.6427	15.1999	26.0961	0.1094	-0.0394	0.5481
O	8.3918	2.7981	25.0175	0.054	0.1491	0.4196
O	2.8793	7.7512	25.3666	-0.0012	-0.0054	0.1927
O	2.4538	2.7909	25.4179	0.2161	-0.0808	0.2779
O	10.3917	11.2862	25.4047	0.1685	0.0332	0.3432
O	-0.2565	5.3216	25.3094	-0.1173	0.1604	0.435
O	1.2967	9.5931	26.1649	0.0343	-0.0404	0.6393
O	5.0686	6.2598	25.467	0.0675	-0.053	0.2227
Si	10.543	-4.0379	13.1575	0.0046	0.047	0.1873
Si	-1.2612	8.7944	17.6614	-0.0344	0.0206	0.1211
Si	3.6839	7.827	11.4037	0.5094	-0.5934	-0.1937
Si	-3.0337	6.3352	22.4555	-0.0796	0.0546	-0.057
Si	-2.2953	8.1302	24.5134	0.0041	-0.0689	-0.0831
Si	2.7466	2.2547	23.9154	0.0536	-0.0587	-0.4368
Si	6.1028	5.744	16.4082	-0.0173	0.0101	0.0368
Si	6.8367	3.8592	21.2316	-0.0689	0.1092	-0.1109
Si	-6.7453	1.9725	16.8163	-0.0306	-0.0074	0.1126
Si	2.1945	5.4468	13.0177	0.203	0.2602	0.0545
Si	2.0486	0.0208	12.0152	-0.0917	0.0322	-0.2474
Si	14.159	6.6043	15.4766	-0.011	-0.0103	0.2391
Si	1.5392	-0.2354	22.5534	0.0254	-0.0197	-0.103
Si	8.0228	7.4574	19.6947	0.0065	-0.044	0.0734
Si	2.1755	4.9602	22.7352	-0.0715	0.0912	-0.311
Si	8.1676	7.7491	15.1852	-0.0701	0.0312	0.2563
Si	7.8022	4.7551	18.5105	0.0731	0.0171	0.0719
Si	5.1991	0.6819	24.3088	-0.0136	-0.0624	-0.1097
Si	9.942	3.9605	16.4414	-0.0618	0.0195	0.1264
Si	6.6134	4.8194	12.3236	0.0127	-0.0668	-0.1905
Si	3.6447	10.2003	18.039	-0.0165	0.069	0.068
Si	-2.2993	3.0695	13.7132	-0.2204	0.0717	0.1444
Si	3.8832	6.8091	24.5066	-0.066	-0.0475	0.0498
Si	2.2251	1.1036	19.9007	0.0095	0.0323	-0.029
Si	0.7953	6.3296	17.5459	-0.0421	-0.0517	0.2037
Si	12.5623	-2.0402	14.1479	-0.1527	-0.0858	0.3143
Si	4.9463	-2.7269	19.7007	-0.0265	-0.0477	-0.0116
Si	7.9509	12.964	23.646	-0.1866	-0.0107	-0.1852
Si	2.8369	5.8148	19.7282	-0.0293	0.0348	-0.0102
Si	-6.625	3.2544	19.5068	-0.007	-0.0177	0.0585
Si	5.9168	14.1136	14.5433	0.1097	0.0115	0.1288
Si	10.3975	5.9225	23.8253	0.0055	0.1763	-0.4532
Si	6.3276	8.0458	12.842	0.0427	-0.225	-0.0073
Si	4.1828	9.1229	22.5393	-0.1404	0.3084	-0.0652
Si	-1.079	-0.1295	23.9354	-0.0298	-0.2788	-0.23
Si	0.9585	-0.831	16.7229	0.1158	0.1126	0.2572
Si	1.282	1.9282	17.1452	0.033	0.013	0.1063
O	3.3927	0.9607	11.7056	-0.0396	0.313	-0.1435
O	4.141	11.2844	16.929	0.0358	0.0105	-0.0545
O	9.4036	1.9963	12.7827	0.1494	-0.1284	-0.1794
O	8.5719	6.1435	18.8896	-0.0394	0.0126	0.0029
O	3.1186	5.5005	23.9345	0.0542	0.0039	0.0631
O	2.1573	3.3377	22.8567	-0.0033	-0.09	0.122
O	1.3664	0.5946	21.1626	0.0247	-0.0232	0.0515
O	-1.0747	12.6087	10.1007	0.0621	0.1506	-0.3904
O	0.6403	5.6793	13.5033	-0.0553	-0.1404	-0.0037
O	10.1061	7.5341	23.9816	-0.0655	-0.075	0.1979
O	6.1955	4.4984	15.41	-0.0107	-0.0285	0.0078
O	7.7505	3.8591	19.8718	-0.0175	-0.01	0.0174
O	2.7113	5.4045	21.2819	-0.0146	-0.0315	0.2226
O	10.8221	7.643	17.7587	0.0088	0.0328	-0.025
O	3.3068	-0.0324	19.4678	-0.0013	0.0008	0.0155
O	2.2714	-1.4366	17.5001	-0.0319	0.0678	-0.0647
O	2.0401	0.8038	23.7024	-0.0585	0.0754	0.1467
O	2.7027	2.683	16.8605	0.0221	0.0072	-0.1
O	1.3537	5.8897	19.0284	-0.0087	-0.0356	-0.0229
O	5.3666	3.3937	20.7367	0.0043	-0.0377	0.0051
O	-6.2279	6.5653	16.166	-0.1108	0.0327	-0.1176
O	8.4566	7.3176	21.2608	-0.0023	-0.0047	-0.0651
O	1.2564	0.6538	16.1427	0.0058	-0.0495	-0.0479
O	9.2346	1.153	23.1532	0.0579	0.0783	0.0554
O	-2.2825	9.7072	24.1216	0.0781	0.1052	0.1079
O	-3.6202	2.3346	14.3741	0.0323	0.0544	-0.0473
O	-0.3864	-0.7647	17.6546	0.0133	-0.132	-0.0879
O	4.3551	1.9772	23.7089	-0.0256	-0.0136	0.1532
O	8.1154	4.3147	12.7847	-0.0135	0.0209	-0.0042
O	5.5151	3.787	13.0607	0.0574	0.0575	-0.125
O	0.649	3.6065	10.1389	0.1682	-0.131	-0.3143
O	7.4179	6.6381	16.1012	0.0456	0.0239	-0.1182
O	4.8566	-0.6734	23.4757	0.0245	0.0049	0.0354
O	-0.1637	5.3173	16.7155	0.0336	0.0058	-0.0633
O	0.6978	5.6107	22.8454	-0.0273	-0.0369	0.1329
O	3.6625	7.2121	19.6592	0.06	0.0277	-0.0125
O	0.0833	-0.7883	22.9963	-0.07	0.0578	0.1898
O	0.6848	11.8699	11.9746	0.1051	0.1065	0.074
O	6.3162	5.1594	17.9263	-0.0204	0.0004	-0.0033
O	8.7134	8.7522	18.9821	-0.0024	-0.015	-0.0322
O	4.41	7.6781	23.2396	0.0495	-0.1592	0.0951
O	-1.5934	7.0851	14.2578	0.1536	-0.0659	-0.1652
O	0.6723	9.1811	15.433	0.0564	-0.0415	-0.2182
O	-6.0857	2.2718	15.3587	-0.0744	-0.0151	0.008
O	-5.9839	2.5154	18.1764	0.0054	-0.0126	-0.1013
O	7.4477	7.3345	23.6793	0.1085	0.07	0.1195
O	10.894	2.7643	16.9108	0.0455	-0.0158	0.0156
O	2.1423	6.5235	16.6744	0.0747	-0.0055	-0.1595
O	-1.8682	5.3414	23.046	0.1264	-0.0773	0.1248
O	3.7277	4.6777	18.9886	0.0465	-0.0094	-0.0763
O	6.3996	-3.4337	19.6075	-0.0391	-0.0014	-0.0525
O	6.4716	6.4029	12.763	0.0387	0.1075	-0.022
O	2.5855	-1.4729	22.3698	0.0336	-0.0254	0.0738
O	4.9011	9.0806	21.0801	0.0296	-0.0016	0.0985
O	7.4578	2.8987	22.3662	0.1076	-0.1168	0.2109
O	-4.2179	5.3719	21.8758	0.0131	0.0263	0.0289
O	-2.3345	3.9389	17.3631	0.0199	-0.0479	-0.0195
O	3.0798	2.4431	20.2017	0.0137	-0.0126	-0.0087
O	-2.1221	8.7694	16.2731	-0.0703	0.0086	-0.0898
O	2.7078	6.7033	12.1034	-0.2526	0.0686	0.1091
O	4.8241	-1.8013	18.3543	-0.0151	0.0323	-0.0036
O	2.8868	7.9823	14.6552	-0.0304	0.0998	-0.0628
O	0.5589	-2.7004	13.0941	-0.0306	0.0177	-0.1003
O	9.5749	3.7091	14.8806	0.015	-0.0079	-0.1203
O	1.1964	1.4038	18.6845	-0.0379	0.0084	0.0227
O	-4.1758	11.9351	24.0568	0.0668	0.0329	0.0556

Results
free energy: -151526.471 eV
free energy less fixed offsets of O -568.88, Si -635.61 eV per atom: -2.661 eV

The program warned: the cutoff lies below the one the program advises for these potential files; the forces do not sum to zero within the program's tolerance; the exchange-correlation potential is rough where the density is thin.
